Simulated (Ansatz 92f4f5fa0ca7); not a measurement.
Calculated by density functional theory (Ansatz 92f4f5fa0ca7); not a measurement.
Periodic cell of 226 atoms, Si134O92, from a study of silicon, its oxide and their interface. The atomic structure is a simulated model.
Doubt: the cutoff is far below the 930 eV that the study's wrapper takes by default for these files, so forces and energies are approximate.
This geometry differs little from another in the collection (a relaxation step or a small displacement).

Settings
functional: PBE
potential files: Ansatz PAW
basis: plane waves
wave-function cutoff: 580 eV
density cutoff ratio: 5
exchange-correlation grid ratio: 1
k mesh: 1 x 1 x 1, Gamma-centred
self-consistency stop: 5e-08 eV per atom in the density residual
occupations: fixed
spin: none
net charge: 0

Cell vectors (angstrom)
a, 10.938, 0, 0
b, 0, 10.938, 0
c, 0, 0, 32.6462

Atoms: element, x, y, z (angstrom)
Si, -0.2015, 0.1437, 25.1522
Si, 5.2792, 0.1714, 25.1671
Si, 3.0028, 2.3932, 25.2018
Si, 8.5351, 2.4591, 25.2317
Si, -0.2556, 5.5986, 25.2347
Si, 5.2553, 5.5619, 25.0517
Si, 3.0994, 7.9474, 25.123
Si, 8.4381, 7.8442, 25.2202
Si, 1.3906, 1.2741, 26.4979
Si, 6.867, 1.3378, 26.4735
Si, 4.1127, 4.045, 26.471
Si, 9.6044, 4.0392, 26.6069
Si, 1.4134, 6.8187, 26.3985
Si, 6.8275, 6.6991, 26.4704
Si, 4.181, 9.5042, 26.5169
Si, 9.5698, 9.5066, 26.4795
Si, 2.7648, -0.075, 27.8692
Si, 8.2096, -0.0441, 27.8546
Si, 0.0795, 2.6864, 27.8954
Si, 5.5146, 2.7277, 27.856
Si, 2.737, 5.4401, 27.8292
Si, 8.2012, 5.4113, 27.8992
Si, 0.0551, 8.1826, 27.836
Si, 5.5436, 8.151, 27.8692
Si, 4.1018, 1.3673, 29.2279
Si, 9.5708, 1.3673, 29.2279
Si, 1.3673, 4.1018, 29.2279
Si, 6.8362, 4.1018, 29.2279
Si, 4.1018, 6.8362, 29.2279
Si, 9.5708, 6.8362, 29.2279
Si, 1.3673, 9.5708, 29.2279
Si, 6.8362, 9.5708, 29.2279
Si, 0, 0, 30.5952
Si, 5.469, 0, 30.5952
Si, 2.7345, 2.7345, 30.5952
Si, 8.2035, 2.7345, 30.5952
Si, 0, 5.469, 30.5952
Si, 5.469, 5.469, 30.5952
Si, 2.7345, 8.2035, 30.5952
Si, 8.2035, 8.2035, 30.5952
Si, 1.3673, 1.3673, 31.9624
Si, 6.8362, 1.3673, 31.9624
Si, 4.1018, 4.1018, 31.9624
Si, 9.5708, 4.1018, 31.9624
Si, 1.3673, 6.8362, 31.9624
Si, 6.8362, 6.8362, 31.9624
Si, 4.1018, 9.5708, 31.9624
Si, 9.5708, 9.5708, 31.9624
Si, 2.7345, 0, 0.6835
Si, 8.2035, 0, 0.6835
Si, 0, 2.7345, 0.6835
Si, 5.469, 2.7345, 0.6835
Si, 2.7345, 5.469, 0.6835
Si, 8.2035, 5.469, 0.6835
Si, 0, 8.2035, 0.6835
Si, 5.469, 8.2035, 0.6835
Si, 4.1018, 1.3673, 2.0507
Si, 9.5708, 1.3673, 2.0507
Si, 1.3673, 4.1018, 2.0507
Si, 6.8362, 4.1018, 2.0507
Si, 4.1018, 6.8362, 2.0507
Si, 9.5708, 6.8362, 2.0507
Si, 1.3673, 9.5708, 2.0507
Si, 6.8362, 9.5708, 2.0507
Si, 0, 0, 3.418
Si, 5.469, 0, 3.418
Si, 2.7345, 2.7345, 3.418
Si, 8.2035, 2.7345, 3.418
Si, 0, 5.469, 3.418
Si, 5.469, 5.469, 3.418
Si, 2.7345, 8.2035, 3.418
Si, 8.2035, 8.2035, 3.418
Si, 1.3688, 1.4317, 4.8679
Si, 6.8096, 1.4152, 4.7637
Si, 4.0956, 4.0567, 4.7572
Si, 9.5682, 4.1023, 4.7659
Si, 1.3091, 6.9365, 4.7686
Si, 6.7514, 6.9484, 4.7185
Si, 4.0395, 9.6351, 4.8501
Si, 9.5476, 9.572, 4.7671
Si, 2.7581, 0.1302, 6.3384
Si, 8.1622, 0.0186, 6.077
Si, 0.0018, 2.8375, 6.2708
Si, 5.4963, 2.7763, 6.2058
Si, 2.7026, 5.4909, 5.9733
Si, 8.128, 5.5432, 5.9261
Si, -0.0233, 8.3189, 6.2348
Si, 5.4436, 8.2816, 6.2004
Si, 4.479, 1.2337, 7.6832
Si, 9.6205, 1.2563, 7.4158
Si, 1.112, 4.6209, 7.4867
Si, 6.6219, 4.5002, 7.3638
Si, 4.243, 6.6031, 7.3212
Si, 9.5839, 6.677, 7.3096
Si, 1.0373, 10.0133, 7.5743
Si, 6.6658, 9.8293, 7.5313
O, 9.6322, 1.3131, 24.6989
O, 4.168, 6.7595, 24.607
O, 4.1302, 1.2787, 24.6744
O, 9.575, 6.7342, 24.7167
O, -0.2328, 5.546, 7.7176
O, 5.5482, 0.0109, 8.0241
O, -0.1415, 0.1978, 7.8954
O, 5.4173, 5.5411, 7.8635
O, 7.4856, 4.071, 8.7006
O, 8.6935, 7.0007, 8.6676
O, 1.4725, 9.5953, 9.1222
O, 8.7488, 1.7138, 8.7397
O, 7.3555, 9.2718, 8.9267
O, 4.1988, 1.9495, 9.1679
O, 3.275, 7.1134, 8.572
O, 1.847, 4.8262, 8.9842
O, 7.988, 3.24, 23.8978
O, 0.2334, 4.7102, 23.9388
O, 2.3533, 3.0491, 23.8415
O, 5.8354, 4.8018, 23.6732
O, 5.9483, 10.4703, 23.795
O, 2.6664, 8.8628, 23.8061
O, 0.4756, 10.422, 23.7926
O, 7.6865, 8.4345, 23.8849
Si, -2.7099, 6.3004, 20.9845
Si, 8.683, 5.7897, 18.1695
Si, -0.3548, 1.9041, 14.4827
Si, -5.4102, 7.8875, 20.7126
Si, 3.3607, 7.2327, 16.3367
Si, 15.3931, 5.4542, 11.4792
Si, 1.4338, 9.4303, 22.9085
Si, 8.2113, -2.0749, 17.6843
Si, -2.9652, 2.8312, 9.6362
Si, 0.5154, 8.7772, 10.1687
Si, 6.6635, 9.2741, 22.9536
Si, 2.7034, 9.9151, 17.3558
Si, 11.3212, 5.6985, 13.5002
Si, -0.0886, 7.7796, 20.9782
Si, 7.4894, 2.3458, 20.3906
Si, 8.4425, 8.2838, 9.642
Si, 0.7834, -2.115, 13.2307
Si, 16.3472, 9.2379, 16.4134
Si, 10.7233, 2.3488, 20.7253
Si, 3.0553, 5.0081, 14.2114
Si, 6.2692, 4.0999, 18.1579
Si, 1.1326, -0.5246, 20.1234
Si, 5.2096, 3.5518, 15.3521
Si, 4.9023, 12.2793, 13.2728
Si, 7.4392, 5.0425, 14.0678
Si, 2.2569, 6.3105, 9.5933
Si, 9.3369, 10.0797, 14.9467
Si, 1.153, 3.7448, 23.0094
Si, 3.9608, -5.1337, 19.0878
Si, 6.5363, -0.9926, 13.706
Si, 2.2203, 11.0721, 14.5572
Si, 10.0124, 4.5962, 15.8323
Si, 5.0226, 2.5575, 10.4598
Si, 9.2519, 3.7153, 12.2881
Si, -4.1231, 7.3585, 12.2098
Si, 7.1056, 10.2101, 20.1846
Si, 7.1128, 4.1357, 22.8715
Si, 12.2056, 4.9733, 20.3527
O, 7.5397, 6.5463, 13.4417
O, 0.5274, 6.4323, 20.2852
O, 9.8832, 4.9795, 17.4059
O, 13.0831, 10.9165, 16.189
O, 5.7285, -4.477, 11.4054
O, 5.5928, 3.2888, 16.9101
O, 5.9282, -0.7597, 15.2037
O, 7.2092, 5.333, 17.6275
O, 9.0995, 2.251, 20.645
O, -1.6616, 7.5042, 21.2729
O, 7.7245, 4.0051, 12.8289
O, 4.4131, 1.9995, 11.8675
O, -2.7979, -1.053, 13.8691
O, 4.8059, 4.1701, 10.549
O, 11.1868, 2.5808, 22.2849
O, 10.5309, 9.2288, 14.2584
O, 5.5031, 8.2795, 22.3099
O, -0.0951, 5.7639, 15.0625
O, 12.5892, 4.6627, 13.4604
O, -0.2614, 3.1192, 15.5884
O, 1.9429, 10.2321, 21.5561
O, -4.1108, 6.9349, 20.4624
O, -6.5909, 10.0319, 17.3755
O, 0.1108, 9.1158, 20.0316
O, 2.1045, -0.5905, 18.8086
O, 6.0498, 8.6155, 12.9075
O, 5.135, 4.6826, 19.1772
O, 9.8848, 9.0228, 9.7928
O, 4.2388, 7.0595, 20.1348
O, 1.0851, 1.2274, 14.1329
O, 7.573, 9.8677, 21.7225
O, 5.6109, 2.3287, 14.3643
O, 8.0254, 5.3669, 22.2951
O, 6.03, 4.8656, 14.8385
O, 4.1759, 5.1359, 13.0423
O, 6.6593, -2.2828, 17.2541
O, 11.7705, 7.2014, 13.0951
O, 9.9425, 2.475, 13.0918
O, 3.9047, 6.3069, 17.5499
O, 6.7301, 3.1499, 21.6122
O, 2.0837, 9.5827, 13.8666
O, -0.7596, 5.0665, 12.505
O, 0.6117, 8.1036, 22.4164
O, 9.0801, 3.3499, 10.7196
O, 6.6246, 2.204, 10.3267
O, 5.7395, 9.3174, 19.9225
O, 0.9365, 7.2011, 9.972
O, 3.5989, 3.8388, 15.2167
O, -2.4083, 4.6577, 15.195
O, 11.2929, 3.6714, 19.9099
O, 6.0404, 0.2692, 12.8264
O, 11.3241, 0.9364, 20.1329
O, 3.0787, 6.1368, 10.9743
O, 2.5505, 5.0746, 19.3798
O, -2.0662, 7.4019, 17.9824
O, 2.769, 6.3382, 15.1223
O, 4.6472, -2.9445, 15.6993
O, 0.6841, 9.3422, 11.6863
O, 1.8145, 4.7014, 21.8669
O, 9.6458, 0.731, 15.1093
O, -2.1384, 5.3983, 19.7513
O, 6.8315, 11.8059, 20.1842
O, 7.2188, 3.0741, 18.9685
O, 9.0337, 9.5408, 16.4546
O, 3.6337, 0.6929, 14.03
O, 7.925, 7.8428, 11.1206
O, 8.2119, 9.8065, 19.0343
O, 2.3197, 8.3544, 16.95

Results
free energy: -137511.453 eV
free energy less fixed offsets of O -568.88, Si -635.61 eV per atom: -2.753 eV

Forces (eV/angstrom), in the order of the atoms: element, x, y, z
Si, -0.085, 0.0984, -0.0579
Si, -0.1069, 0.1017, -0.1227
Si, 0.1216, -0.0945, -0.0931
Si, 0.1321, -0.0992, -0.13
Si, -0.1015, 0.0712, -0.0875
Si, -0.1229, 0.0841, -0.1351
Si, 0.1661, -0.0931, -0.1702
Si, 0.0426, -0.0829, -0.0315
Si, 0.009, -0.0363, 0.0237
Si, -0.019, -0.0028, 0.0005
Si, 0.0225, -0.0107, -0.0206
Si, 0.0228, 0.0132, 0.0498
Si, -0.0137, -0.0125, 0.009
Si, 0.0594, -0.0036, 0.0521
Si, 0.0095, -0.0074, 0.0463
Si, 0.0177, -0.0072, -0.0312
Si, 0.0079, 0.0453, -0.0383
Si, 0.0067, 0.0158, -0.0215
Si, -0.0473, -0.0007, -0.0377
Si, -0.0241, -0.007, -0.0413
Si, 0.004, 0.0209, -0.013
Si, -0.0089, 0.0231, -0.0605
Si, -0.0162, 0.0164, -0.0333
Si, -0.033, -0.0173, -0.035
Si, 0.0969, -0.0655, -0.2028
Si, 0.0467, -0.1962, -0.0783
Si, 0.255, 0.0525, 0.1795
Si, -0.0829, -0.1768, 0.4471
Si, 0.0039, -0.1394, -0.2024
Si, 0.1186, -0.0163, -0.2037
Si, 0.0347, -0.2031, 0.18
Si, 0.173, -0.1504, 0.1805
Si, -0.0768, 0.0005, -0.0091
Si, -0.0419, -0.0103, -0.0137
Si, -0.0081, 0.0883, -0.0019
Si, -0.066, 0.029, -0.0121
Si, -0.0428, -0.0029, -0.0228
Si, -0.0621, -0.0441, -0.0038
Si, -0.0492, 0.0147, -0.0158
Si, 0.0113, 0.1069, 0.0022
Si, 0.0403, -0.0183, -0.0291
Si, 0.0905, -0.0115, -0.019
Si, 0.0605, -0.0046, -0.0033
Si, 0.0091, -0.0228, -0.02
Si, 0.0374, -0.0322, -0.0208
Si, 0.022, -0.0465, -0.032
Si, -0.017, -0.0258, -0.0162
Si, 0.0271, -0.0562, -0.0037
Si, -0.0158, 0.0252, -0.0115
Si, -0.0462, 0.0117, 0.0053
Si, -0.0343, 0.025, 0.0316
Si, -0.0452, 0.0192, 0.0437
Si, -0.0723, 0.0253, 0.0034
Si, -0.0161, 0.0223, -0.0014
Si, -0.0441, 0.0387, 0.0402
Si, 0.0057, 0.0425, 0.0336
Si, -0.0707, -0.1038, -0.0201
Si, -0.0057, 0.0145, 0.0142
Si, 0.0964, 0.0464, 0.0461
Si, 0.1229, 0.0658, 0.0054
Si, -0.0129, -0.1205, 0.0138
Si, -0.0456, -0.0981, -0.0151
Si, 0.142, 0.0464, -0.0036
Si, 0.1266, 0, 0.01
Si, 0.1471, 0.2256, 0.3746
Si, -0.3095, 0.1027, 0.1909
Si, -0.1317, -0.2711, -0.1575
Si, 0.1303, -0.0332, -0.2153
Si, -0.0873, 0.2381, -0.02
Si, -0.2518, 0.0162, -0.1214
Si, -0.0389, 0.4792, 0.0483
Si, -0.0132, 0.194, -0.4612
Si, -0.0279, -0.0103, 0.0109
Si, -0.0003, -0.0387, 0.0526
Si, -0.0015, 0.0219, 0.0247
Si, 0.0158, -0.0302, 0.0238
Si, 0.0154, -0.0595, 0.0147
Si, -0.0231, -0.0148, 0.0349
Si, 0.0296, -0.0089, 0.016
Si, 0.0141, 0.069, 0.044
Si, 0.0233, 0.0214, -0.0057
Si, 0.0219, -0.0219, -0.0159
Si, 0.0035, 0.0306, 0.0548
Si, -0.0151, -0.0429, -0.0823
Si, 0.0003, 0.0117, -0.014
Si, -0.0122, 0.0172, -0.0079
Si, -0.0226, 0.0268, -0.067
Si, -0.0043, -0.007, 0.0406
Si, 0.0516, -0.0934, 0.1517
Si, 0.1649, -0.1658, 0.1004
Si, -0.0726, 0.0235, 0.0097
Si, -0.0384, 0.1417, 0.1508
Si, 0.0634, -0.0986, 0.0388
Si, 0.0356, -0.1167, 0.1569
Si, -0.1475, 0.1915, 0.2056
Si, -0.0478, 0.0972, 0.029
O, -0.04, -0.0299, 0.141
O, -0.0565, -0.0346, 0.1567
O, 0.0148, -0.0001, 0.1581
O, 0.0337, -0.0142, 0.1279
O, 0.0509, -0.0386, -0.1034
O, -0.0199, 0.0035, -0.1234
O, -0.003, 0.0539, -0.1878
O, -0.0319, 0.0646, -0.1288
O, -0.0079, 0.0002, -0.0666
O, 0.014, 0.0123, -0.0843
O, 0.0248, 0.0087, -0.149
O, -0.0086, 0.0186, -0.0507
O, 0.0093, -0.0089, -0.0372
O, -0.0269, -0.0237, -0.1331
O, 0.0032, -0.0157, -0.025
O, -0.0129, 0.0154, -0.0449
O, -0.015, 0.0052, 0.0536
O, 0.0165, 0.0072, 0.0375
O, -0.0066, 0.0102, 0.0545
O, -0.0113, 0.0236, 0.0937
O, -0.0121, 0.0084, 0.0858
O, -0.0049, -0.0174, 0.0955
O, 0.0081, -0.0012, 0.0482
O, 0.0031, 0.011, 0.0299
Si, 0.0135, 0.0272, -0.0927
Si, 0.0236, 0.0132, 0.0014
Si, -0.0144, 0.0328, 0.0108
Si, 0.0041, -0.0013, -0.0748
Si, -0.0028, -0.0133, 0.0032
Si, 0.0438, 0.0067, 0.0545
Si, -0.0193, -0.0058, -0.0801
Si, -0.0065, 0.0105, 0.024
Si, 0.006, -0.031, 0.0339
Si, -0.0095, -0.0179, 0.087
Si, -0.0022, -0.007, -0.0881
Si, -0.007, 0.0033, 0.0394
Si, -0.0163, -0.0178, 0.0271
Si, 0.0087, -0.0048, -0.0971
Si, 0.048, -0.0545, -0.0541
Si, -0.0051, 0.0104, 0.0669
Si, 0.0021, -0.0081, 0.023
Si, 0.0192, -0.0059, -0.0063
Si, 0.0308, -0.0081, -0.1019
Si, 0.0037, -0.0006, -0.0196
Si, 0.0021, -0.0006, -0.001
Si, -0.0585, 0.0134, -0.0311
Si, 0.0036, -0.0012, 0.0063
Si, 0.0292, -0.0211, -0.0066
Si, 0.0452, 0.0139, -0.0021
Si, 0.0556, -0.0279, 0.1162
Si, -0.0319, -0.023, 0.0085
Si, -0.0044, 0.0053, -0.0924
Si, -0.0456, 0.0236, 0.025
Si, -0.009, -0.0157, -0.0101
Si, 0.0093, -0.0336, 0.0091
Si, -0.0086, 0.0334, 0.0109
Si, -0.0059, 0.0321, 0.1037
Si, 0.0061, 0.0414, 0.0816
Si, -0.0481, -0.0145, 0.0997
Si, -0.0084, 0.0239, -0.0562
Si, -0.0049, -0.002, -0.0541
Si, -0.021, 0.0002, -0.051
O, -0.0006, 0.0043, -0.0154
O, 0.0031, -0.0011, 0.0479
O, 0.0012, -0.0134, -0.0138
O, -0.0025, 0.0068, -0.0089
O, -0.0163, -0.022, -0.0421
O, -0.0072, -0.0048, -0.0035
O, -0.0065, 0.0074, -0.0008
O, -0.0195, 0.002, -0.0054
O, -0.0221, 0.0146, 0.0409
O, -0.0149, -0.0224, 0.0604
O, 0.0069, -0.0149, -0.0182
O, 0.0042, 0.0023, -0.0283
O, 0.0134, 0.0005, 0.0046
O, -0.0082, 0.0012, -0.04
O, -0.0019, 0.0151, 0.0743
O, 0.0093, 0.0056, -0.0154
O, 0.0051, 0.0141, 0.061
O, -0.0048, -0.0165, -0.0023
O, 0.0184, -0.006, 0.0029
O, 0.005, -0.028, 0.0063
O, 0.0118, -0.0106, 0.0789
O, -0.0032, -0.0145, 0.0387
O, -0.0014, 0.0036, -0.0012
O, 0.0083, 0.0031, 0.0316
O, 0.0396, -0.0224, -0.0308
O, 0.009, 0.0104, -0.0053
O, 0.0172, -0.0132, -0.0026
O, -0.0198, -0.004, -0.0114
O, 0.0191, -0.0023, 0.0129
O, 0.0029, 0.0054, -0.0093
O, -0.008, -0.0154, 0.0727
O, -0.01, -0.003, 0.0005
O, 0.0071, -0.0106, 0.0642
O, -0.0166, -0.0035, -0.0066
O, -0.0133, -0.015, 0.0133
O, -0.0172, -0.0059, -0.0098
O, -0.002, 0.0337, -0.0167
O, -0.004, -0.0169, -0.0103
O, 0.0033, 0.0039, -0.0228
O, -0.0143, 0.0252, 0.0641
O, -0.0157, 0.0068, -0.0094
O, -0.0053, -0.004, -0.0283
O, -0.0147, -0.0039, 0.0557
O, -0.0231, -0.0055, -0.0494
O, 0.0092, -0.0158, -0.029
O, 0.0085, 0.0112, 0.0212
O, -0.0014, 0.0022, -0.0455
O, 0.006, 0.0087, -0.0066
O, -0.0194, -0.0005, -0.0034
O, -0.0117, 0.0098, 0.0279
O, -0.0003, 0.0118, 0.0089
O, 0.0044, -0.0107, 0.0455
O, -0.0495, 0.0036, -0.0792
O, 0.0266, -0.0086, -0.0059
O, -0.007, -0.0023, -0.0207
O, 0.0017, 0.0088, 0.0119
O, -0.0055, -0.0054, 0.0001
O, -0.0029, -0.0127, -0.0281
O, -0.0102, -0.0109, 0.0725
O, -0.0016, 0.0123, 0.0095
O, -0.0069, -0.003, 0.0375
O, -0.0189, 0.0107, 0.0164
O, -0.0168, 0.0156, -0.0025
O, 0.0135, 0.0142, -0.0172
O, -0.0069, -0.0008, 0.0099
O, 0.0541, 0.0244, -0.0847
O, -0.0118, -0.0162, 0.0039
O, 0.0012, 0.0004, -0.0032

The program warned: the cutoff lies below the one the program advises for these potential files; the forces do not sum to zero within the program's tolerance; the exchange-correlation potential is rough where the density is thin.
